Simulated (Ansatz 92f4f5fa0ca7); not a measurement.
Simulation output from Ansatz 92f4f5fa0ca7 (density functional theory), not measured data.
Periodic cell of 186 atoms, Si104O82, from a study of silicon, its oxide and their interface. The atomic structure is a simulated model.

Settings
functional: PBE
potential files: Ansatz PAW
basis: plane waves
wave-function cutoff: 700 eV
density cutoff ratio: 5
exchange-correlation grid ratio: 2
k mesh: 2 x 2 x 1, shifted by 0.5 0.5 0.5 of a step
self-consistency stop: 5e-08 eV per atom in the density residual
occupations: Fermi-Dirac, 0.05 eV
spin: none
net charge: 0

Cell vectors (angstrom)
a  11.5983  0  0
b  0  11.5983  0
c  -1.8646  -3.6361  24.2019

Atoms and the computed forces on them: element, x, y, z (angstrom), force x, y, z (eV/angstrom)
Si  -2.2163  -0.1693  -0.4393  -0.1473  0.1845  -0.5027
Si  -2.2263  5.1896  -0.1829  -0.1209  0.1755  -0.0932
Si  -2.2159  8.358  0.134  -0.0775  -0.2239  -0.3141
Si  1.8245  0.5975  0.0247  0.0312  -0.2882  -0.408
Si  1.4964  4.3141  -0.5493  -0.2735  0.7794  0.2657
Si  1.7381  8.9557  -0.1236  0.3488  0.039  -0.4608
Si  5.5556  0.7739  0.2588  -0.0213  0.0835  -0.5371
Si  5.4246  3.8761  0.0664  0.1596  -0.3076  -0.4363
Si  5.5321  9.2715  0.1041  0.1055  0.1468  -0.5284
Si  -0.3338  0.7435  0.9991  -0.1037  -0.156  -0.0944
Si  -0.2703  4.7516  1.1316  0.0043  -0.2511  -0.3317
Si  -0.1813  8.4809  1.2722  0.073  0.1704  -0.0977
Si  3.6127  0.7541  1.5111  -0.0449  0.0465  -0.1633
Si  3.4444  4.2809  1.2706  -0.1402  -0.2713  -0.3039
Si  3.6036  8.5489  1.2906  0.0094  0.0036  0.0012
Si  7.6591  0.64  1.2055  0.179  -0.1839  -0.2783
Si  7.4601  4.5441  1.1552  0.0553  -0.0136  -0.0835
Si  7.4316  8.5743  1.406  -0.1689  0.0887  -0.0816
Si  -0.3453  2.6696  2.4763  0.0692  0.0068  -0.2812
Si  -0.1841  6.5572  2.6029  0.0312  -0.0191  0.0276
Si  -0.2565  10.5125  2.591  0.1675  -0.0076  -0.0338
Si  3.5385  2.5982  2.853  0.0245  -0.0196  0.3097
Si  3.5968  6.4212  2.4538  -0.1655  0.1779  -0.2806
Si  3.5887  10.4107  2.7674  -0.1899  -0.0661  0.3928
Si  7.6191  2.5964  2.5769  0.0098  0.0981  -0.005
Si  7.3847  6.4914  2.544  -0.0368  -0.0874  -0.0164
Si  7.528  10.4905  2.7478  0.0232  -0.0322  0.3891
Si  -2.1317  2.6184  4.0298  -0.1687  0.0554  0.1065
Si  -2.2087  6.5479  3.8726  -0.0252  -0.0286  0.0229
Si  -2.1284  10.4913  4.0776  -0.1054  0.1113  -0.0295
Si  1.5261  2.5624  4.0336  0.0816  0.0269  -0.0085
Si  1.7341  6.4974  3.9218  -0.1098  -0.0829  -0.0299
Si  1.6199  10.4847  4.0823  0.1287  -0.0057  -0.2016
Si  5.6154  2.5594  3.997  0.0208  0.0171  -0.0635
Si  5.4754  6.4437  3.8861  0.2098  -0.1202  0.0249
Si  5.5585  10.4736  4.0894  -0.0279  -0.0701  -0.1516
Si  -2.1613  0.7612  5.5976  0.0522  -0.0647  -0.1109
Si  -2.181  4.6175  5.2612  0.0295  -0.1144  -0.0191
Si  -2.1941  8.4789  5.2741  0.0144  0.0671  0.0475
Si  1.6206  0.7444  5.5959  -0.0698  -0.0288  0.0156
Si  1.659  4.5507  5.2712  -0.0383  0.0062  0.0672
Si  1.6308  8.4468  5.2334  0.0433  0.0807  0.0663
Si  5.5537  0.7489  5.5732  -0.0139  -0.0135  0.044
Si  5.5323  4.5233  5.266  0.0658  0.0325  0.0898
Si  5.55  8.4082  5.1853  -0.0749  0.1362  0.0959
Si  -0.2631  0.7769  7.068  -0.0037  0.0399  0.1956
Si  -0.2534  4.626  6.629  0.0112  -0.0129  -0.3205
Si  -0.2628  8.5378  6.6323  0.0061  0.0895  -0.2487
Si  3.5982  0.7193  6.9897  0.0242  0.0806  0.0949
Si  3.5957  4.4493  6.6394  -0.002  -0.3553  -0.2392
Si  3.6084  8.3633  6.4807  0.0197  0.1307  -0.3437
Si  7.4699  0.7345  7.0148  0.0062  0.0558  0.1379
Si  7.471  4.5693  6.5985  -0.0169  -0.0859  -0.3299
Si  7.4331  8.4916  6.5955  -0.0093  0.1139  -0.2806
Si  -0.238  2.9387  8.2611  -0.014  -0.001  0.1743
Si  -0.2695  6.5935  7.8494  0.0135  -0.0712  0.303
Si  -0.2657  10.2544  8.2923  0.0523  -0.0967  0.228
Si  3.6053  2.7826  8.3703  -0.0612  0.0755  0.0618
Si  3.6049  6.4459  7.7891  0.0016  0.0709  0.1496
Si  3.6076  10.0884  8.0004  -0.0115  0.0103  0.0677
Si  7.4668  2.8722  8.2314  0.0196  0.039  0.0984
Si  7.4593  6.5338  7.8119  0.0183  -0.0531  0.2802
Si  7.396  10.2027  8.2471  -0.1246  -0.1367  0.1347
Si  -2.2066  3.593  9.4561  0.0942  0.1632  0.2291
Si  -2.2195  6.6464  9.1212  0.0163  0.0828  0.6568
Si  -2.266  9.7163  9.5403  0.0902  -0.2209  0.0956
Si  1.6622  3.4834  9.6672  -0.0193  0.1877  0.3454
Si  1.6902  6.5542  9.1031  -0.1058  0.0681  0.6416
Si  1.7893  9.6207  9.4328  0.0015  -0.1958  0.2328
Si  5.5873  3.3336  9.6496  0.047  0.2413  0.1772
Si  5.5261  6.4102  9.1098  0.0911  -0.0455  0.5979
Si  5.3851  9.4769  9.4626  -0.0078  -0.0675  0.2981
Si  9.4144  11.088  12.3779  0.0798  -0.136  0.4113
Si  -1.4391  8.4369  16.6078  0.1034  0.1676  -0.024
Si  6.8927  11.3117  14.1143  -0.0284  -0.0478  0.389
Si  9.7661  2.6378  12.3867  0.0969  0.0852  0.3065
Si  -0.2913  9.9307  14.2925  0.0714  -0.0251  0.2511
Si  4.8316  3.5509  16.6329  0.0203  -0.048  0.1551
Si  3.5896  4.0072  14.0821  0.0015  0.2438  0.2577
Si  2.6911  9.8588  14.421  -0.1204  -0.0201  0.4265
Si  1.1892  2.9517  12.7178  -0.0798  0.011  0.4374
Si  5.0456  1.7195  12.3382  -0.0401  0.0307  0.4454
Si  0.6019  5.6238  21.086  0.1096  0.0645  -0.2526
Si  -0.6166  3.769  18.7919  -0.03  -0.0685  -0.184
Si  3.5948  10.7864  11.6  0.0105  -0.1802  0.1309
Si  3.3737  0.6072  19.7019  0.264  -0.01  -0.3235
Si  5.669  8.4684  18.5903  -0.2416  -0.107  -0.1387
Si  5.2821  8.9343  15.5879  -0.0549  -0.124  0.1289
Si  -3.4341  7.2325  18.3389  -0.1342  -0.0981  -0.1047
Si  8.3052  4.2959  14.5783  -0.0909  0.1038  0.303
Si  0.3792  10.066  18.6397  0.1342  0.0491  -0.2982
Si  2.0903  1.6691  22.055  0.3529  -0.1043  -0.4919
Si  -2.8123  0.1401  21.6057  -0.1269  0.1693  -0.2437
Si  -1.5804  5.5798  16.723  0.0202  -0.1096  0.0325
Si  1.2276  12.3534  14.9972  0.0111  -0.1353  0.2735
Si  -3.8587  8.9088  20.7346  -0.1209  -0.0929  -0.5855
Si  7.3249  1.8374  16.3055  -0.1182  0.044  0.1262
Si  0.6981  8.736  21.2379  0.142  -0.1027  -0.4238
Si  3.0586  9.2634  19.5348  0.1038  -0.0306  -0.2899
Si  1.1466  1.373  17.9234  0.0426  -0.111  -0.0781
Si  3.2737  4.4358  21.4658  0.0565  0.0647  -0.3913
Si  5.6923  5.8318  14.9389  -0.0766  -0.0029  0.1002
Si  5.1921  3.0717  19.6177  -0.0186  -0.0721  -0.2207
Si  8.2223  2.242  19.2341  -0.1887  0.1875  -0.3213
O  1.8942  9.4727  18.3935  -0.0552  0.0167  0.1426
O  6.8264  3.0324  19.6174  0.0705  -0.0157  0.0772
O  -4.3  8.3888  22.2157  0.0619  -0.1773  0.6605
O  -2.1913  -1.8303  -0.8009  0.0307  0.445  0.4843
O  -1.3976  9.0639  15.1143  0.0452  0.022  -0.0746
O  -2.1244  4.2199  -1.5321  -0.0078  0.1248  0.1427
O  2.5278  11.3543  15.0904  -0.0131  -0.0464  -0.1545
O  0.3375  9.2469  22.7416  -0.1753  0.0622  0.6042
O  1.7318  -1.0157  -0.2779  -0.086  0.0399  0.0202
O  0.4852  3.8134  -1.7939  0.5176  -0.0295  0.334
O  1.9743  8.516  -1.7292  -0.1941  -0.0589  0.5941
O  -0.6123  9.3907  17.5883  -0.0326  -0.0081  0.0568
O  3.3598  1.3244  23.0249  -0.0208  -0.2454  0.1809
O  2.3145  8.8386  20.9246  -0.1174  0.0208  0.255
O  3.7635  4.6838  22.979  0.0092  0.0881  0.1756
O  -2.2949  6.8377  -0.6562  0.0789  -0.0262  0.491
O  -0.1592  4.9008  19.8503  0.0916  0.0712  0.2169
O  -0.7335  6.9649  16.5941  -0.0561  -0.0294  0.0216
O  -2.9719  8.3215  17.1787  0.0815  -0.0844  0.0701
O  -0.1083  11.4075  14.9821  -0.0206  -0.0469  -0.1465
O  -2.7601  5.8193  17.8716  -0.007  0.0826  0.0049
O  9.4654  5.2426  15.2284  -0.0263  -0.0314  -0.0634
O  6.0803  12.3923  13.1983  -0.0883  0.1057  -0.2454
O  7.9494  1.5294  17.7808  0.0701  -0.0203  0.1199
O  1.6242  2.7268  11.1586  0.0981  0.1679  -0.4884
O  1.7408  8.0053  9.9832  0.017  0.2543  -0.5555
O  5.9756  10.0779  14.6629  0.0774  0.1622  -0.159
O  5.7511  2.4105  11.0327  -0.0146  0.2658  -0.3913
O  3.4152  9.9464  12.977  0.0948  0.1512  -0.3667
O  8.0872  10.6621  13.226  0.0672  -0.0059  -0.1839
O  11.2045  3.3212  12.7497  0.0183  0.0085  -0.117
O  5.5494  4.9942  10.0581  -0.0322  -0.2133  -0.5406
O  4.9657  10.2763  10.8558  0.116  -0.0848  -0.118
O  9.1936  10.7935  10.796  -0.0151  -0.2187  -0.2274
O  4.4835  2.9142  13.2824  0.12  -0.1925  -0.2647
O  -0.638  4.3838  17.2753  -0.0476  0.0798  0.0217
O  5.5869  4.978  16.3409  0.0113  0.0362  -0.0843
O  8.0679  3.1499  15.7115  0.0559  0.0661  -0.1345
O  1.6869  5.1457  10.0379  0.0202  -0.3229  -0.4146
O  -2.2482  8.0828  10.0414  0.0026  0.2548  -0.5248
O  0.5002  2.5924  18.7668  -0.0256  0.0726  0.0842
O  7.0376  5.2612  14.2102  0.0952  -0.0743  -0.0359
O  0.2885  11.6532  18.3338  -0.0265  -0.0519  0.0676
O  2.3566  3.1023  21.3743  -0.1378  -0.0661  0.1256
O  5.5128  2.2837  -0.5642  0.0543  0.0277  0.5836
O  -3.0193  7.7777  19.8459  -0.0089  0.1125  0.2188
O  -2.2252  5.2076  10.0086  0.0103  -0.3865  -0.5185
O  1.1851  9.2052  14.2699  -0.0194  0.0643  -0.0756
O  6.4472  9.2909  19.7787  0.1804  0.0117  0.2538
O  5.4532  10.8563  -0.5349  0.0599  -0.1274  0.5717
O  9.7371  1.0485  12.7477  -0.0167  0.0316  -0.1134
O  5.7355  2.2145  16.3437  0.0249  0.0476  -0.0389
O  -2.1823  2.6743  10.8114  -0.0731  0.1125  -0.0953
O  5.596  9.2645  17.161  0.0426  -0.01  0.008
O  4.146  8.1295  19.0878  -0.0036  0.0969  0.0559
O  5.4911  7.86  9.9757  -0.0205  0.2888  -0.5036
O  0.1963  7.2014  21.0265  -0.0524  0.0078  0.0956
O  4.6466  1.5753  20.029  -0.0531  0.0091  0.1265
O  2.7163  1.1174  18.2947  -0.0449  -0.0046  0.1548
O  3.9051  10.6674  19.6273  -0.1257  0.0225  0.1049
O  -0.0626  9.7169  20.1683  -0.0216  -0.0757  0.2434
O  4.4964  3.5143  18.2086  0.0139  -0.0107  0.0875
O  10.6885  10.1479  12.8045  -0.0643  0.0891  -0.1396
O  -2.1193  3.2675  19.1588  0.0004  -0.0331  0.0764
O  7.5253  12.1098  15.3962  -0.0033  -0.1084  -0.1542
O  -2.9888  10.2488  20.9911  0.0584  0.0456  0.1822
O  3.5124  3.5151  15.6594  0.0423  0.0321  -0.1793
O  2.1006  4.1234  13.4285  -0.0687  -0.1215  -0.1897
O  4.3574  5.4651  14.0421  0.0006  -0.1431  -0.0205
O  3.7994  12.3765  11.8723  -0.0543  0.046  -0.0824
O  4.6605  4.2211  20.6377  -0.1089  0.077  0.1954
O  2.1647  0.5933  20.8172  -0.1323  0.1638  0.3754
O  2.226  10.5797  10.7232  -0.1783  -0.1256  -0.1199
O  3.6559  8.9627  15.3773  -0.0408  0.0574  -0.1468
O  1.3778  1.6046  13.6247  0.0286  0.0897  -0.2118
O  2.2478  5.5859  20.911  -0.0607  -0.0583  0.175
O  8.6644  1.149  20.3358  0.0987  -0.263  0.3705
O  8.6893  3.5301  13.2086  0.0451  -0.1167  -0.2297
O  5.8069  7.4337  15.1833  0.0112  -0.0014  -0.0229
O  6.5301  7.0923  18.3325  0.1081  0.1127  0.0422
O  0.6504  1.7118  22.8118  -0.361  -0.2898  0.0961
O  1.0986  1.6867  16.323  -0.0196  0.002  -0.0965

Results
free energy: -112762.051 eV
free energy less fixed offsets of O -569.03, Si -635.61 eV per atom: 1.849 eV
pressure: -0.78 GPa
stress xx, yy, zz, yz, xz, xy (GPa, positive in tension): -0.05, 1.98, 0.42, 0, -0.02, -0.04

The program warned: the cutoff lies below the one the program advises for these potential files.
